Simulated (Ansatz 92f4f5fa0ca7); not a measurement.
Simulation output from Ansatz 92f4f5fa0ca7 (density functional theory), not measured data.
Periodic cell of 223 atoms, Si133O90, from a study of silicon, its oxide and their interface. The atomic structure is a simulated model.
Doubt: the cutoff is low for norm-conserving oxygen, so forces and energies are approximate.
Doubt: the program's own warning below bears on the result.

Settings: functional HSE06; potential files SPMS norm-conserving; basis plane waves; wave-function cutoff 800 eV; density cutoff ratio 4; exchange-correlation grid ratio 1; k mesh 1 x 1 x 1, Gamma-centred; occupations fixed; spin none; net charge 0.

Cell vectors (angstrom)
a 10.938 0 0
b 0 10.938 0
c 0 0 32.1988

Atoms: element, x, y, z (angstrom)
Si 10.6046 0.2294 24.8527
Si 5.7337 10.6795 24.7323
Si 2.4899 2.9171 24.6449
Si 8.43 2.4784 24.8126
Si 0.2795 5.1733 24.7542
Si 5.1583 5.7471 24.6925
Si 2.9356 8.0096 24.5977
Si 7.9427 8.4287 24.7288
Si 1.3469 1.375 26.0363
Si 6.8332 1.3316 26.0914
Si 4.0536 4.1055 25.9951
Si 9.6011 4.0773 26.0783
Si 1.3986 6.8343 26.002
Si 6.7777 6.845 26.0279
Si 4.0977 9.5447 25.9971
Si 9.4919 9.5586 26.1203
Si 2.7374 -0.0051 27.3756
Si 8.1813 0.0011 27.4824
Si 0.0149 2.7264 27.4518
Si 5.4491 2.7502 27.3849
Si 2.7335 5.4734 27.4179
Si 8.193 5.4771 27.3831
Si 0.0063 8.1896 27.3911
Si 5.4511 8.2109 27.4263
Si 4.1018 1.3673 28.7805
Si 9.5708 1.3673 28.7805
Si 1.3673 4.1018 28.7805
Si 6.8362 4.1018 28.7805
Si 4.1018 6.8362 28.7805
Si 9.5708 6.8362 28.7805
Si 1.3673 9.5708 28.7805
Si 6.8362 9.5708 28.7805
Si 0 0 30.1478
Si 5.469 0 30.1478
Si 2.7345 2.7345 30.1478
Si 8.2035 2.7345 30.1478
Si 0 5.469 30.1478
Si 5.469 5.469 30.1478
Si 2.7345 8.2035 30.1478
Si 8.2035 8.2035 30.1478
Si 1.3673 1.3673 31.515
Si 6.8362 1.3673 31.515
Si 4.1018 4.1018 31.515
Si 9.5708 4.1018 31.515
Si 1.3673 6.8362 31.515
Si 6.8362 6.8362 31.515
Si 4.1018 9.5708 31.515
Si 9.5708 9.5708 31.515
Si 2.7345 0 0.6835
Si 8.2035 0 0.6835
Si 0 2.7345 0.6835
Si 5.469 2.7345 0.6835
Si 2.7345 5.469 0.6835
Si 8.2035 5.469 0.6835
Si 0 8.2035 0.6835
Si 5.469 8.2035 0.6835
Si 4.1018 1.3673 2.0507
Si 9.5708 1.3673 2.0507
Si 1.3673 4.1018 2.0507
Si 6.8362 4.1018 2.0507
Si 4.1018 6.8362 2.0507
Si 9.5708 6.8362 2.0507
Si 1.3673 9.5708 2.0507
Si 6.8362 9.5708 2.0507
Si 0 0 3.418
Si 5.469 0 3.418
Si 2.7345 2.7345 3.418
Si 8.2035 2.7345 3.418
Si 0 5.469 3.418
Si 5.469 5.469 3.418
Si 2.7345 8.2035 3.418
Si 8.2035 8.2035 3.418
Si 1.3752 1.3753 4.697
Si 6.838 1.3526 4.8623
Si 4.1405 4.0741 4.804
Si 9.5684 4.0919 4.766
Si 1.3956 6.8254 4.805
Si 6.8114 6.8753 4.7512
Si 4.1217 9.5689 4.8189
Si 9.5563 9.5569 4.7961
Si 2.7539 0.0884 6.0792
Si 8.1896 -0.0526 6.2515
Si 0.0077 2.6851 6.0638
Si 5.4764 2.718 6.2789
Si 2.8044 5.4784 6.1713
Si 8.1658 5.4756 6.055
Si 0.0091 8.1855 6.1543
Si 5.5147 8.227 6.2294
Si 3.8401 1.5698 7.6016
Si 9.8195 1.1412 7.4531
Si 1.6264 3.8032 7.3152
Si 6.6383 4.4101 7.484
Si 4.3934 6.6344 7.5406
Si 9.3608 6.9507 7.4074
Si 1.1318 9.9134 7.3049
Si 7.1522 9.2326 7.6652
O 8.3078 8.0948 7.9109
O 2.716 2.7329 7.9413
O 9.5307 1.3593 24.2775
O 4.0571 6.8681 24.1323
O 0.0137 0.0268 7.947
O 5.5101 5.5062 8.0262
O 6.8528 9.5687 24.2065
O 1.374 4.0592 24.1794
O 3.85 7.3921 8.9275
O 0.8211 4.374 8.6162
O 9.8088 6.1693 8.7989
O 2.0864 9.391 8.5309
O 7.4891 3.9228 8.813
O 4.2648 0.9277 9.0746
O 6.7271 9.5576 9.2233
O 9.1964 1.8545 8.8033
O 7.733 3.1626 23.4948
O 10.5107 5.8467 23.4388
O 5.0863 0.4186 23.3854
O 5.8585 5.0824 23.3607
O 3.1156 2.2126 23.2775
O 2.2954 8.7162 23.227
O 8.6094 7.7393 23.3867
O 0.2551 10.3743 23.5583
Si 4.3926 1.5678 22.4649
Si 3.489 7.9247 14.0365
Si 7.1147 0.9552 14.6658
Si 0.9511 9.3582 22.5142
Si 1.1755 4.304 11.8842
Si 6.2658 8.9605 15.3203
Si 0.6772 1.3624 12.3017
Si 8.627 4.9509 20.5091
Si 0.3193 5.7098 9.3698
Si 5.1042 3.1236 17.9421
Si 0.8825 3.7417 16.7524
Si 10.4004 2.841 19.2324
Si 5.2736 1.1786 10.3567
Si 0.89 0.1714 19.8379
Si 6.6417 9.457 10.8623
Si 9.3377 9.6743 18.3232
Si 9.3891 9.2427 12.5691
Si 6.5755 3.8465 22.5795
Si 2.4329 8.069 9.3911
Si 10.59 7.365 17.0772
Si 2.5116 6.2867 16.5841
Si 10.1759 4.486 14.1931
Si 6.1391 9.1845 18.5169
Si 7.9598 2.5713 9.5871
Si 8.879 2.1413 12.4552
Si 5.3399 6.2444 18.0693
Si 3.9227 0.559 19.4633
Si 4.2709 3.8377 12.0531
Si 5.5418 6.5989 12.1383
Si 8.0134 2.5021 17.2191
Si 4.3575 2.4797 14.9685
Si 1.5372 1.21 15.2631
Si 1.5714 9.4076 12.0526
Si 8.0504 6.8475 13.8658
Si 10.3787 9.8325 15.4865
Si 9.8092 7.0116 22.5506
Si 8.1104 5.4828 17.4066
O 6.0448 7.9546 11.2882
O 6.022 9.2025 16.8992
O 7.6789 1.359 13.1959
O 0.8934 1.7442 13.8714
O 9.4274 6.2549 16.8759
O 6.7604 6.1988 13.1354
O 5.1342 4.6597 18.6116
O 9.23 2.1539 18.273
O 2.369 0.1012 19.0656
O 9.4045 10.2255 16.7622
O 2.7832 4.4357 11.7114
O 5.0667 10.3233 19.106
O 9.4248 3.2344 13.5018
O 0.4562 1.7588 19.9609
O 3.1516 1.3613 15.0716
O 8.1742 5.376 19.0192
O 3.8924 6.5967 17.3968
O 4.5808 3.2837 16.3859
O 9.0619 5.6627 14.3123
O 5.4643 2.7485 22.1358
O 10.6739 4.1466 15.6908
O 0.3398 3.8649 18.2879
O 10.4279 10.5141 19.2092
O 9.6409 10.0213 14.028
O 10.898 8.1327 22.0993
O 1.1877 2.1578 16.5357
O 9.7255 3.7406 20.4204
O 8.1331 4.0303 16.6796
O -0.0409 9.0985 11.9088
O 6.5872 2.4173 18.0105
O 5.5742 10.7098 11.1984
O 7.75 9.5909 18.8463
O 10.0279 1.0202 12.0642
O 1.3052 6.9565 9.0823
O 0.6242 4.7591 13.3563
O 5.7068 7.6225 18.9845
O 5.2321 5.0825 11.5223
O 2.7152 6.9765 15.1214
O 0.9123 2.7379 11.4702
O 0.8576 10.6827 15.552
O 2.4126 8.5764 10.9292
O 4.6896 2.4268 11.2799
O 4.2444 3.5101 13.6834
O 2.2015 4.6772 16.496
O 10.7069 8.2464 15.698
O 6.9248 10.2879 14.6699
O 2.3391 8.9488 13.4373
O 8.0284 1.5191 15.9096
O 4.1286 6.9939 12.8606
O 4.179 2.012 18.7215
O 7.2821 4.4315 21.2513
O 8.4108 2.9275 11.1091
O 1.1787 6.8601 17.3622
O 5.6497 1.573 14.755
O 8.1277 9.7516 11.5877
O 9.2159 6.2826 21.2308
O 8.9589 7.7114 12.8546
O 1.6527 0.1142 11.8879
O 6.6447 6.1475 17.0646
O 7.3962 7.798 15.0389
O 1.2297 10.2751 21.2031
O 10.0301 8.1959 18.3561
O 3.9429 0.8567 21.0758
O 0.3221 5.3254 10.9374
O 6.6937 1.5658 9.6558
O 4.7757 8.7013 14.6899

Results
free energy: -55384.767 eV
free energy less fixed offsets of O -447.96, Si -113.29 eV per atom: -0.797 eV
gap between the highest filled and lowest empty level on this k mesh: 1.215 eV

The program warned: the cutoff lies below the one the program advises for these potential files; the model core charge is not resolved on the grid; the forces do not sum to zero within the program's tolerance; the exchange-correlation potential is rough where the density is thin.
